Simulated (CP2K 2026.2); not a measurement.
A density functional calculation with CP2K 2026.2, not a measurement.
Periodic cell of 519 atoms, Si360O159, from a study of silicon, its oxide and their interface. The atomic structure is a simulated model.
Doubt: the forces sum to 0.63 eV/angstrom along one axis rather than to zero, so they err by at least 0.0012 eV/angstrom per atom on average; the grid cutoff is modest.

Settings: functional PBE; method Gaussian and plane waves; basis set DZVP-MOLOPT-SR-GTH; pseudopotentials GTH-PBE; grid cutoff 300 Ry, relative cutoff 40 Ry; k points Gamma only; occupations fixed; spin none; net charge 0.

Cell vectors (angstrom)
a 16.32 0 0
b 0 16.32 0
c 1.8913 -1.3205 35.1295

Atoms and the computed forces on them: element, x, y, z (angstrom), force x, y, z (eV/angstrom)
Si 0.015 2.207 -1.12 -0.029 -0.41 0.02
Si -8.028 2.441 -1.674 0.011 0.003 0.045
Si -6.885 -4.323 25.394 0.042 0.01 0.015
Si -8.33 6.45 -5.086 -0.013 -0.041 -0.082
Si -1.796 -7.125 0.213 0.027 0.096 0.213
Si 3.953 -2.767 -1.315 -0.013 0.006 0.086
Si -0.106 -1.375 -2.655 0.337 0.26 0.376
Si -9.122 0.329 -3.704 -0.01 0.133 0.061
Si 1.151 4.348 0.773 0.35 0.074 0.383
Si 6.249 6.953 -0.034 -0.02 -0.072 0.698
Si 3.414 3.742 0.765 0.034 0.582 0.002
Si 0.026 5.708 -6.895 -0.005 -0.029 0.064
Si -5.424 -1.458 -0.747 0.013 0.042 0.128
Si 3.948 5.615 -3.185 0.134 0.015 -0.007
Si -3.558 5.478 -0.688 -0.065 -0.055 0.159
Si -5.504 -6.792 -2.266 -0.152 -0.042 0.678
Si -10.837 -6.702 -4.619 0.09 -0.122 0.02
Si -2.592 -2.485 -0.951 0.18 0.146 0.721
Si -0.402 -0.495 1.365 -0.159 -0.015 0.043
Si -3.008 2.551 -0.885 0.11 -0.125 0.633
Si 3.607 1.002 -0.378 -0.053 0.162 0.146
Si 3.088 8.527 1.442 -0.184 -0.153 0.703
Si 0.18 -5.204 1.541 -0.022 -0.039 0.713
Si 2.406 -3.055 1.393 0.15 0.146 0.738
Si -9.828 -3.031 0.196 -0.052 -0.037 0.22
Si -7.825 2.998 1.312 -0.224 -0.057 0.719
Si 5.17 5.338 1.349 -0.006 -0.064 -0.068
Si -8.384 8.042 1.335 -0.37 -0.291 0.394
Si 5.239 -5.499 1.671 0.088 -0.001 0.588
Si -9.007 -4.98 -6.046 0.068 0.105 0.145
Si -4.988 0.472 1.519 0.254 0.142 0.524
Si -3.231 2.15 1.419 -0.016 -0.064 -0.001
Si -5.647 5.22 1.425 0.128 0.039 0.687
Si -0.916 6.391 0.614 0.112 -0.023 0.665
Si -7.01 -3.671 0.534 -0.14 0.059 0.718
Si -2.149 -2.155 1.353 0.008 0.072 -0.026
Si -1.416 1.258 2.637 0.054 -0.009 -0.034
Si 0.823 4.599 3.053 -0.001 -0.044 0.004
Si -0.837 6.308 2.944 -0.064 -0.016 -0.032
Si 1.391 9.519 2.744 -0.012 0.043 0.01
Si -1.364 -3.934 2.726 0.026 0.001 -0.032
Si 1.247 -1.468 2.709 0.078 -0.054 -0.126
Si 3.783 1.275 2.498 -0.52 -0.266 0.224
Si 6.843 4.161 2.593 0.008 0.036 -0.037
Si 4.066 6.835 2.783 -0.015 0.082 0.045
Si 6.812 -6.797 2.787 0 -0.038 -0.034
Si 3.962 -4.042 2.901 -0.05 0.023 -0.01
Si -9.172 -1.93 2.925 0.32 0.053 0.42
Si -6.761 1.419 2.725 -0.013 -0.007 -0.024
Si -4.099 3.968 2.697 -0.015 0.035 -0.009
Si -6.885 6.768 2.687 -0.015 0.03 -0.028
Si -3.979 -6.878 2.415 -0.029 0.075 0.686
Si -7.344 -3.552 2.859 0.032 0.042 -0.092
Si -3.961 -1.288 2.677 0.011 -0.031 0.001
Si -2.69 -0.007 4.171 0.04 0.022 -0.065
Si -0.113 2.691 4.036 -0.023 0.05 0.035
Si -2.696 5.337 4.024 0.017 0.009 0.036
Si 0.054 8.141 4.099 0.036 0.014 0.044
Si -2.83 -5.367 3.898 -0.004 -0.059 -0.014
Si -0.014 -2.745 4.202 -0.006 0.012 -0.019
Si 2.579 -0.036 4.001 0.049 0.028 0.02
Si 5.732 2.767 4.114 0.156 0.482 0.363
Si 2.676 5.522 4.154 0.025 0.065 0.054
Si 5.474 -8.181 4.152 -0.031 -0.034 -0.014
Si 2.675 -5.476 4.215 0.024 0.004 0.006
Si 5.401 -2.758 4.237 0.011 -0.038 0.039
Si -8.153 -0.019 3.992 -0.041 -0.035 -0.054
Si -5.451 2.728 4.173 0.018 -0.009 -0.03
Si -8.178 5.445 4.096 0.006 -0.072 0.019
Si -5.36 8.124 3.895 -0.016 0.05 -0.001
Si -8.175 -5.39 4.091 -0.022 0.015 0.037
Si -5.452 -2.636 3.968 0 -0.052 0.018
Si -1.354 -1.359 5.523 0.004 -0.001 0.006
Si 1.295 1.364 5.392 0.04 0.029 0
Si -1.432 3.999 5.48 0.015 -0.001 0.007
Si 1.39 6.868 5.564 -0.053 -0.012 -0.038
Si -1.417 9.561 5.301 -0.04 0.001 -0.028
Si 1.336 -4.096 5.539 0.022 -0.033 0.022
Si 4.044 -1.278 5.426 -0.001 0.023 -0.02
Si 6.951 1.364 5.507 0.004 -0.02 -0.006
Si 4.108 4.054 5.357 0.031 -0.065 -0.108
Si -9.505 6.781 5.49 -0.002 0.013 -0.006
Si 4.093 -6.826 5.513 -0.01 0.01 -0.021
Si -9.563 -4.149 5.551 0.044 0.008 -0.013
Si -6.759 -1.302 5.409 -0.038 -0.039 -0.007
Si -4.079 1.352 5.5 -0.022 0.025 -0.016
Si -6.809 4.099 5.477 -0.045 0.01 0.007
Si -4.056 6.771 5.335 -0.006 0.007 -0.002
Si -6.717 -6.791 5.321 0.032 -0.01 -0.046
Si -4.145 -4.054 5.347 0.012 0.007 -0.013
Si -0.003 0.021 6.836 0.003 0.005 0.015
Si 2.719 2.716 6.732 -0.025 -0.009 -0.005
Si -0.024 5.421 6.776 -0.007 -0.023 -0.003
Si 2.74 -8.138 6.91 0.046 0.025 0.013
Si -0.07 -5.467 6.797 -0.013 -0.005 -0.02
Si 2.727 -2.686 6.813 0.003 0.009 -0.011
Si 5.451 0.048 6.778 -0.012 0.021 -0.007
Si -8.083 2.724 6.886 0.011 0.001 0.009
Si -10.891 5.407 6.799 0.016 -0.004 -0.003
Si -8.104 -8.132 6.747 0.028 -0.016 -0.013
Si -10.895 -5.482 6.9 -0.013 -0.028 0.026
Si -8.141 -2.704 6.76 -0.002 0.007 -0.004
Si -5.441 -0.001 6.841 0.007 0.041 0.029
Si -2.753 2.7 6.88 -0.03 -0.013 0.05
Si -5.424 5.474 6.772 0.028 -0.021 0.012
Si -2.723 8.169 6.706 0.002 -0.009 -0.01
Si -5.437 -5.432 6.752 0.018 -0.001 0.002
Si -2.763 -2.745 6.78 -0.021 -0.021 0.009
Si -1.357 1.375 13.579 0.002 0.019 -0.005
Si 1.352 4.091 13.583 -0.025 0.016 -0.004
Si -1.375 6.786 13.609 0.01 0.015 -0.011
Si 1.371 -6.783 13.591 -0.004 -0.006 -0.009
Si -1.378 -4.092 13.618 -0.009 -0.012 0
Si 1.371 -1.358 13.595 0.028 -0.004 0.001
Si 4.066 1.366 13.589 -0.026 0.011 0.006
Si -9.497 4.064 13.598 0.015 -0.033 0.006
Si 4.091 -9.507 13.585 0.002 -0.007 0.005
Si -9.517 -6.791 13.596 -0.001 0.018 -0.005
Si 4.087 -4.051 13.602 -0.006 0 -0.011
Si 6.794 -1.356 13.602 -0.002 -0.019 0.004
Si -6.822 1.348 13.633 0.01 0 -0.005
Si -4.073 4.076 13.59 0.007 -0.015 -0.005
Si -6.8 6.814 13.605 -0.004 0.023 -0.002
Si -4.075 9.509 13.618 0.009 -0.013 -0.008
Si -6.805 -4.089 13.601 0.012 -0.02 -0.008
Si -4.112 -1.376 13.611 -0.003 0.004 0.001
Si -2.742 0.025 14.914 0.02 0.004 -0.012
Si 0 2.731 14.947 0.009 0 -0.011
Si -2.713 5.401 14.983 0.01 0.028 0
Si 0.008 8.159 14.927 -0.02 0 -0.001
Si -2.729 -5.456 14.994 0.004 0.008 0
Si 0.009 -2.727 14.942 -0.011 -0.002 -0.016
Si 2.715 0.013 14.963 -0.002 0.003 -0.007
Si 5.453 2.7 14.934 0.013 0.011 0.001
Si 2.72 5.452 14.928 -0.012 -0.017 -0.008
Si 5.456 -8.158 14.958 0 -0.004 -0.002
Si 2.726 -5.408 14.957 -0.006 -0.002 0.017
Si 5.432 -2.682 14.983 0.014 0.009 -0.002
Si -8.193 -0.02 15.003 -0.007 0.011 0.001
Si -5.436 2.725 14.955 0.01 -0.011 -0.004
Si -8.15 5.442 14.96 -0.006 -0.008 -0.016
Si -5.436 8.154 14.976 -0.006 0.01 -0.009
Si -8.154 -5.443 14.967 -0.007 0.011 -0.011
Si -5.472 -2.742 14.987 -0.015 -0.026 -0.003
Si -1.357 -1.32 16.23 0.005 0.016 0.002
Si 1.366 1.396 16.302 -0.016 -0.024 0.052
Si -1.352 4.036 16.364 0.01 -0.043 0.011
Si 1.333 6.782 16.288 0.001 0.002 -0.007
Si -1.319 -6.812 16.317 0.051 -0.005 -0.015
Si 1.381 -4.04 16.343 -0.03 0.005 0.032
Si 4.082 -1.3 16.359 -0.019 0.009 0.001
Si -9.602 1.314 16.358 -0.036 0.009 0.031
Si 4.136 4.12 16.244 -0.003 0.037 0.003
Si -9.502 6.797 16.329 0.006 -0.011 0.001
Si 4.073 -6.799 16.293 0.042 0.031 0.007
Si -9.511 -4.059 16.304 0.01 -0.029 -0.008
Si -6.84 -1.396 16.365 -0.004 0.007 0.018
Si -4.086 1.36 16.316 -0.034 0.009 -0.012
Si -6.787 4.084 16.32 0.017 0.037 0.018
Si -4.098 6.754 16.316 -0.027 -0.01 0.018
Si -6.793 9.518 16.337 0.016 -0.002 -0.003
Si -4.118 -4.109 16.35 -0.007 -0.032 0.012
Si -0.053 0.05 17.625 -0.013 0.025 -0.024
Si 2.832 2.74 17.575 -0.028 -0.044 -0.029
Si 0.043 5.394 17.698 -0.01 0.055 0.027
Si 2.679 8.159 17.617 -0.069 -0.023 -0.003
Si 0.041 -5.44 17.689 -0.009 -0.052 -0.01
Si 2.702 -2.611 17.71 -0.007 0.031 0.006
Si 5.363 0.02 17.861 0.028 0.007 0.003
Si -8.23 2.736 17.588 0.022 -0.008 -0.009
Si 5.407 5.487 17.682 -0.01 -0.025 0.008
Si -8.094 8.106 17.691 0.016 -0.011 0.007
Si 5.461 -5.436 17.616 -0.002 0 0.024
Si -8.235 -2.721 17.767 0.012 -0.029 0.014
Si -5.47 0.009 17.657 -0.018 0.002 -0.016
Si -2.721 2.659 17.737 0.04 -0.008 -0.005
Si -5.413 5.395 17.744 -0.001 0.002 0.003
Si -2.682 -8.228 17.605 0.025 0.028 -0.033
Si -5.486 -5.459 17.761 -0.015 0.008 -0.019
Si -2.726 -2.658 17.56 0.013 0.016 -0.016
Si -1.357 1.316 19.132 -0.004 -0.027 0.015
Si 1.541 4.046 18.959 0.025 -0.033 0.026
Si -1.41 6.697 19.014 -0.011 -0.015 0.034
Si 1.376 -6.862 19.066 -0.015 0.006 0.028
Si -1.31 -3.936 18.885 0.008 0.02 0.036
Si 1.364 -1.126 19.046 0.051 -0.007 -0.055
Si 4.016 1.51 19.202 -0.035 -0.005 0.034
Si -9.558 4.077 18.981 0.027 0.017 0.033
Si 3.993 6.846 19.028 -0.008 0.034 0.036
Si -9.504 9.479 18.943 0.039 0.011 0.039
Si 4.09 -4.056 18.933 0.032 -0.027 0.007
Si 6.7 -1.411 19.219 -0.01 0.011 0
Si -6.938 1.35 18.926 0.007 0.026 -0.057
Si -4.062 3.998 19.118 -0.053 0.051 -0.019
Si -6.747 6.754 19.138 -0.047 0.032 -0.016
Si -4.01 -6.884 18.955 -0.016 0.045 -0.023
Si -6.875 -4.072 19.155 0.018 -0.071 0.054
Si -4.046 -1.335 18.971 -0.022 -0.031 0.049
Si -2.735 -0.1 20.531 0.026 0.09 0.002
Si 0.397 2.47 20.248 -0.008 -0.004 0.06
Si -2.519 5.175 20.505 0.07 -0.064 -0.027
Si -0.023 8.011 20.354 -0.014 -0.012 0.012
Si -2.68 -5.334 20.111 -0.097 0.03 0.003
Si 0.042 -2.582 20.265 -0.044 0.008 -0.004
Si 2.185 0.66 20.472 -0.068 0.045 -0.084
Si 5.425 2.9 20.543 -0.004 -0.007 0.038
Si 2.84 5.376 20.494 0.015 0.012 -0.031
Si 5.398 8.214 20.31 -0.01 0.032 -0.087
Si 2.832 -5.451 20.301 0.013 -0.037 -0.048
Si 5.347 -2.88 20.548 0.267 -0.213 -0.296
Si -8.299 0.115 20.421 0.026 -0.076 0.034
Si -5.59 2.638 20.315 0.064 -0.033 0.006
Si -8.221 5.364 20.401 0.073 0.004 -0.021
Si -5.103 -8.409 20.4 -0.018 -0.03 -0.006
Si -8.307 -5.495 20.446 -0.168 0.324 -0.309
Si -5.57 -2.478 20.341 -0.42 0.301 -0.508
Si -1.246 -1.461 21.876 0.009 -0.052 0.086
Si 2.507 -0.084 22.726 -0.008 -0.021 0.081
Si -0.574 4.211 21.65 0.067 -0.063 -0.068
Si 0.951 6.19 21.581 -0.224 -0.197 -0.493
Si -1.29 -6.622 21.388 0.473 0.21 -0.346
Si 1.595 -3.852 21.435 0.028 0.019 -0.06
Si 3.021 -2.394 22.623 -0.445 0.205 -0.146
Si -9.502 1.551 21.851 -0.146 0.001 -0.583
Si 4.706 4.708 21.953 -0.067 -0.009 -0.007
Si -9.984 6.45 21.509 0.006 0.074 0.043
Si 4.559 -6.34 21.656 -0.078 0.051 0.043
Si 6.287 -4.63 21.761 -0.054 -0.097 -0.051
Si -2.454 -8.135 23.577 -0.134 -0.156 0.012
Si -4.639 0.906 21.575 -0.143 -0.183 -0.525
Si -7.199 3.683 21.726 0.325 0.363 -0.151
Si -4.101 6.263 21.884 -0.145 -0.18 -0.427
Si -6.013 -6.951 21.921 0.165 -0.263 -0.613
Si -6.469 -0.698 21.586 0.299 0.147 -0.568
Si -4.973 0.531 26.257 -0.084 -0.034 -0.071
Si -1.719 7.876 -5.483 0.013 -0.012 0.009
Si -5.684 -2.097 -6.071 -0.102 0.01 -0.084
Si -3.894 7.003 -3.331 -0.036 -0.081 -0.108
Si -5.764 4.933 23.1 -0.038 -0.06 -0.705
Si 2.979 5.7 -7.834 -0.049 0.024 -0.098
Si -3.988 -4.547 21.903 0.418 -0.281 -0.534
Si 0.214 -5.251 22.582 -0.077 -0.022 -0.578
Si 4.586 -6.872 23.962 -0.17 0.204 -0.677
Si -5.848 -6.901 26.365 0.032 0.017 -0.198
Si 5.048 6.78 -5.828 0.133 -0.056 -0.008
Si -1.487 -5.455 -4.716 0.016 0.03 -0.038
Si -9.752 -4.594 24.127 -0.137 0.001 -0.675
Si 0.175 -0.042 23.281 0.299 -0.34 -0.497
Si -4.48 0.627 -7.158 -0.127 0.036 -0.12
Si -6.9 7.58 24.298 -0.068 -0.059 -0.148
Si -4.04 2.576 24.219 -0.042 -0.092 -0.19
Si 0.347 0.191 -5.262 0.015 0.108 0.034
Si 4.627 0.296 23.969 -0.392 0.02 -0.509
Si -0.649 3.186 -5.367 -0.013 -0.134 0.124
Si 1.818 3.361 -3.471 0.025 -0.17 -0.159
Si -1.845 -3.205 23.46 0.144 0.43 -0.583
Si 4.486 -2.622 25.244 -0.283 -0.034 0.11
Si -3.914 7.26 -7.518 0.033 -0.041 -0.009
Si 5.404 4.546 24.406 -0.348 0.049 -0.608
Si -5.457 5.553 -5.511 -0.046 -0.131 0.017
Si -3.811 3.013 -5.206 0.071 0.022 -0.066
Si -5.131 1.774 -2.726 -0.061 -0.07 0.046
Si 3.642 8.123 -1.338 0.156 0.038 0.125
Si -7.935 0.188 26.737 -0.154 -0.238 0.55
Si -0.056 4.604 25.946 0.008 -0.115 0.002
Si 1.655 -6.625 24.817 0.121 0.069 -0.012
Si -0.943 2.949 23.638 0.074 0.445 -0.543
Si -2.958 -7.687 26.5 -0.012 -0.041 -0.001
Si 0.618 -4.331 26.678 0.002 0.055 -0.049
Si -2.993 -5.426 -2.003 0.021 0.084 -0.014
Si -6.087 -6.582 -0.017 0.329 -0.21 -0.315
Si -7.983 -6.975 -4.169 -0.051 -0.054 -0.016
Si -9.453 5.198 -2.372 -0.083 -0.053 -0.001
Si 3.356 0.878 -4.583 0.375 -0.256 0.428
Si 0.558 -0.002 -0.798 -0.448 -0.113 0.052
Si 4.423 -0.339 -2.881 -0.405 0.378 -0.441
Si 3.266 -5.434 -2.807 -0.176 0.019 0.034
Si -6.502 -1.447 24.647 -0.081 0.094 0.051
Si -9.814 7.139 23.7 -0.064 -0.081 -0.611
Si -6.394 -0.935 -3.485 -0.019 0.073 0.07
Si -3.537 -4.271 -6.784 -0.036 0.039 0.043
Si -10.39 2.106 25.865 0.124 -0.088 0.069
Si 1.125 -3.691 -4.436 0.071 0.052 -0.075
Si -8.788 -2.174 -6.745 0.049 0.105 0.08
Si -0.725 -1.742 25.706 -0.12 -0.13 0.019
Si -10.322 0.612 -6.261 -0.02 0.277 -0.668
Si 0.42 7.17 24.275 0.176 0.054 0.003
Si 1.162 -2.056 -7.055 0.293 0.128 0.017
Si -1.371 1.35 8.207 0 0.018 0.012
Si 1.363 4.073 8.127 -0.005 0.003 -0.008
Si -1.375 6.812 8.116 -0.01 -0.003 -0.014
Si 1.327 -6.775 8.187 0 -0.026 0.003
Si -1.404 -4.094 8.159 0.006 -0.004 -0.006
Si 1.36 -1.346 8.179 -0.02 -0.007 0.01
Si 4.074 1.382 8.137 0.001 0.005 0.019
Si -9.52 4.07 8.175 -0.004 0.007 -0.015
Si 4.104 6.778 8.198 -0.02 -0.003 -0.002
Si -9.479 -6.834 8.177 -0.003 0.015 0.003
Si 4.067 -4.061 8.185 0.003 0.016 0.004
Si -9.519 -1.352 8.125 0.025 0.004 -0.008
Si -6.756 1.358 8.229 -0.006 0.021 0.021
Si -4.104 4.102 8.175 -0.006 -0.016 0.01
Si -6.78 6.825 8.141 0.002 0.002 -0.01
Si -4.073 -6.801 8.107 -0.011 0.008 0.005
Si -6.798 -4.076 8.131 -0.007 -0.012 0.001
Si -4.088 -1.383 8.172 0.004 -0.013 0.004
Si -2.731 -0.024 9.544 0.001 0.003 -0.002
Si 0.009 2.726 9.516 -0.007 0.01 0.001
Si -2.728 5.466 9.503 0.004 0.011 0
Si -0.018 -8.168 9.513 0.009 -0.005 0.003
Si -2.739 -5.459 9.521 0.005 -0.01 -0.002
Si -0.022 -2.723 9.511 -0.001 -0.003 -0.018
Si 2.73 0.014 9.516 0.006 -0.002 0
Si -10.89 2.722 9.524 -0.01 0.012 0.008
Si 2.711 5.427 9.521 0.011 -0.01 0.009
Si -10.85 -8.179 9.54 0.029 -0.021 0
Si 2.693 -5.413 9.536 -0.025 0.014 -0.004
Si -10.866 -2.708 9.512 0.012 -0.006 0.002
Si -8.171 -0.004 9.52 -0.011 -0.009 0.002
Si -5.422 2.735 9.565 0.012 0.018 0.007
Si -8.149 5.454 9.507 0.004 -0.003 -0.004
Si -5.428 -8.141 9.502 0.005 -0.002 0.003
Si -8.145 -5.434 9.514 0.002 0.007 0.013
Si -5.45 -2.737 9.526 -0.003 0.004 0.001
Si -1.369 -1.376 10.899 -0.005 -0.006 0.005
Si 1.361 1.363 10.876 0 -0.001 0
Si -1.359 4.101 10.855 0.006 0.011 -0.01
Si 1.355 -9.515 10.874 -0.021 -0.006 -0.002
Si -1.372 -6.813 10.883 0.001 0.005 -0.001
Si 1.337 -4.065 10.894 0.01 0.001 0.011
Si 4.092 -1.349 10.87 -0.005 0.009 0.003
Si -9.526 1.359 10.879 -0.002 -0.004 0.004
Si -12.246 4.08 10.886 0.01 0.007 0.003
Si -9.5 -9.53 10.9 -0.01 0.002 0.01
Si -12.233 -6.786 10.863 -0.007 0.003 -0.012
Si -9.515 -4.077 10.872 0.003 0 -0.008
Si -6.815 -1.369 10.88 0.001 -0.008 -0.003
Si -4.079 1.35 10.907 0.005 0.012 0.001
Si -6.8 4.093 10.891 0.012 -0.024 0.008
Si -4.085 6.813 10.874 -0.004 0.004 0.005
Si -6.785 -6.79 10.876 0.003 0 -0.009
Si -4.089 -4.095 10.886 -0.002 -0.014 0.005
Si 0.003 -0.002 12.236 -0.002 -0.007 0.004
Si 2.711 2.723 12.236 -0.001 -0.011 0.007
Si -0.009 5.45 12.232 0.005 -0.007 0.005
Si 2.73 -8.145 12.223 0.017 0.012 -0.009
Si -0.018 -5.441 12.243 -0.007 -0.008 -0.007
Si 2.725 -2.705 12.228 -0.016 0.001 0.002
Si 5.437 0.006 12.243 0.005 0.002 0.009
Si -8.151 2.71 12.236 -0.012 0.033 -0.006
Si -10.87 5.428 12.247 -0.003 -0.003 0.013
Si -8.149 -8.148 12.239 0.007 -0.012 -0.001
Si -10.88 -5.425 12.239 0.007 0.002 0
Si -8.168 -2.726 12.246 0.006 -0.002 0.008
Si -5.466 -0.008 12.255 -0.008 -0.002 -0.001
Si -2.708 2.733 12.222 0.01 -0.01 -0.006
Si -5.437 5.454 12.246 -0.003 0.018 -0.005
Si -2.728 8.152 12.25 -0.003 -0.001 -0.005
Si -5.434 -5.448 12.257 -0.003 0.009 -0.004
Si -2.737 -2.734 12.256 0.004 -0.015 -0.006
O 2.728 7.847 -0.012 -0.509 -0.231 -0.103
O 4.856 -8.04 -5.253 -0.135 0.02 0.05
O -1.011 7.829 -0.128 0.353 -0.011 -0.273
O 1.302 -4.183 0.892 0.063 -0.242 -0.388
O 3.069 -2.469 0.016 0.119 0.666 -0.318
O -10.305 -4.546 0.58 0.141 -0.344 -0.65
O -8.322 2.309 -0.085 -0.492 -0.492 -0.058
O 4.623 0.497 -1.504 0.711 0.415 0.142
O 4.141 -6.569 1.057 -0.115 0.06 -0.73
O -5.127 -5.637 22.248 -0.24 0.124 0.279
O -9.54 -7.055 -3.694 -0.131 -0.005 0.739
O 4.18 6.593 -7.187 0.085 0.403 -0.386
O -5.555 -0.062 0.058 -0.22 0.189 -0.243
O -3.332 6.422 -1.947 0.219 0.186 -0.206
O -6.717 4.121 0.835 -0.075 0.188 -0.284
O -4.857 5.942 0.173 -0.279 0.698 -0.156
O -6.741 -5.109 -0.118 0.002 0.094 -0.149
O -2.705 8.006 -6.752 -0.065 0.434 -0.126
O 3.223 2.78 2.131 -0.494 0.298 0.459
O -10.803 -2.533 -0.972 0.21 0.428 -0.285
O -9.864 -1.946 1.412 -0.576 0.26 -0.155
O -2.665 -7.439 1.569 0.303 -0.14 0.258
O -5.032 -6.453 1.233 0.137 -0.02 -0.157
O 5.224 1.495 3.177 0.69 -0.18 0.173
O 4.387 -2.166 21.705 0.102 0.207 0.162
O -7.504 -6.488 21.491 -0.227 -0.282 0.036
O -4.715 -3.145 21.568 -0.132 0.055 0.056
O 1.187 -8.117 25.238 0.013 -0.125 0.425
O -2.778 -6.679 -0.986 -0.288 -0.253 -0.232
O 1.202 -6.351 23.294 0.116 -0.233 -0.257
O -5.884 -5.606 25.377 0.348 0.268 -0.174
O -4.385 1.479 23.09 0.043 -0.104 0.212
O -8.474 7.915 24.16 -0.198 0.137 0.286
O 4.485 4.787 25.752 -0.705 0.244 0.093
O -3.385 6.912 23.245 0.086 -0.042 0.098
O -10.412 0.727 22.989 0.143 -0.155 -0.07
O 1.936 0.218 -4.971 -0.107 -0.566 0.056
O -6.379 8.03 25.742 -0.189 -0.458 0.512
O -10.393 -0.629 -3.41 0.139 -0.453 0.108
O -2.547 -3.234 -7.507 -0.303 0.168 0.198
O 3.683 -4.279 -1.769 0.342 -0.224 0.111
O -2.882 -7.377 24.92 -0.333 0.482 -0.063
O -2.696 7.046 26.651 -0.241 -0.203 -0.322
O -5.748 -2.688 0.25 0.361 -0.126 0.368
O -9.089 1.199 26.187 -0.098 0.028 0.095
O -6.091 -7.817 23.267 0.293 -0.105 0.125
O -1.512 2.581 -1.547 -0.077 0.204 -0.367
O 1.407 6.676 23.096 0.599 -0.068 0.253
O -10.528 -5.958 24.548 0.118 -0.198 0.545
O -0.505 1.44 23.238 0.073 -0.022 -0.317
O -3.757 3.962 -1.177 -0.575 -0.011 -0.404
O -8.774 1.232 -2.427 -0.035 -0.081 0.172
O -0.158 5.94 25.082 -0.539 0.081 0.236
O -7.738 -1.009 25.627 -0.409 -0.327 -0.054
O -6.185 -3.029 24.722 0.269 0.034 -0.021
O -0.215 -4.475 -4.922 -0.05 0.065 -0.399
O -4.837 -0.809 -6.532 0.24 -0.076 -0.132
O 4.654 1.332 25.226 -0.664 0.081 0.159
O -4.512 -5.522 -2.566 -0.038 0.426 -0.087
O -2.606 7.368 -4.229 0.319 -0.046 0.304
O 4.402 0.755 -5.854 -0.179 0.065 -0.223
O 0.118 -3.098 -7.664 0.168 -0.366 -0.181
O -4.349 1.885 25.64 0.235 0.211 0.548
O 3.062 -6.793 -1.931 -0.32 -0.081 -0.083
O -1.117 -6.966 -5.196 0.554 -0.061 -0.017
O -0.695 -5.946 0.371 -0.101 0.24 -0.443
O 5.214 7.974 -0.833 0.109 0.582 -0.316
O -0.446 4.179 -6.625 -0.135 -0.316 -0.7
O -5.06 6.735 -6.531 -0.385 0.432 -0.244
O -3.903 1.657 -6.066 0.357 -0.106 -0.076
O -7.092 5.479 -5.537 -0.203 -0.622 -0.006
O 0.758 -2.618 -3.261 0 0.045 0.115
O -9.666 6.482 -6.046 0.098 -0.087 -0.594
O -5.503 0.413 -3.506 0.178 0.019 -0.229
O -0.051 3.342 24.945 0.586 -0.328 0.11
O -5.776 -2.058 -4.455 0.26 -0.549 0.244
O -2.567 -7.118 22.339 -0.478 0.195 -0.126
O -7.855 -5.703 -5.166 0.443 0.235 0.127
O -9.496 1.257 -4.995 0.101 0.75 0.209
O -0.598 -4.253 23.604 -0.035 0.089 0.434
O -6.447 0.875 26.878 0.152 0.738 0.526
O -0.302 1.622 -5.655 -0.169 -0.049 -0.092
O 1.757 -2.863 -5.73 0.753 -0.097 0.204
O -0.406 -0.383 -3.935 -0.215 -0.044 0.026
O -9.803 5.723 24.479 0.352 -0.18 0.27
O 4.459 -5.831 -3.781 0.072 0.142 0.056
O -4.404 -7.202 26.995 -0.103 0.268 0.353
O 0.364 2.992 0.272 0.089 -0.464 0.465
O -8.294 -3.093 -0.283 0.206 0.457 -0.563
O -2.488 2.979 24.104 -0.19 0.365 -0.094
O -4.883 5.943 -4.045 -0.072 -0.18 0.483
O 3.64 -1.727 -2.521 -0.177 -0.096 -0.427
O -7.684 7.936 -4.926 0.355 0.026 -0.374
O 0.429 5.639 0.055 0.397 0.212 -0.489
O -1.482 -1.957 -2.016 -0.098 0.124 -0.301
O 4.836 -1.097 24.801 0.415 -0.02 0.451
O 5.25 4.988 -2.432 -0.349 -0.395 0.215
O -1.396 4.643 26.86 -0.262 -0.57 0.277
O -6.883 -1.098 23.124 -0.491 -0.127 0.185
O 3.684 2.632 -0.422 0.201 0.284 -0.476
O 0.013 -0.645 24.784 0.184 0.12 0.541
O -6.468 -1.464 -1.969 -0.194 -0.308 0.118
O -3.931 -1.65 -1.321 0.004 0.154 -0.332
O 1.168 2.66 -2.174 0.143 -0.203 0.224
O -9.135 6.16 -1.112 0.645 0.018 -0.102
O -2.83 -4.061 -1.176 -0.079 -0.278 0.167
O 4.384 5.79 -4.731 -0.246 -0.289 -0.134
O 5.133 7.919 24.135 -0.305 -0.334 0.329
O -9.11 -3.4 -5.732 -0.048 -0.042 0.781
O -8.727 -5.188 -7.591 -0.506 0.242 -0.179
O -3.926 1.47 -1.68 0.158 -0.529 -0.036
O -2.223 3.331 -4.953 -0.098 0.357 0.179
O -8.9 5.94 -3.674 0.032 0.126 0.358
O -0.56 6.781 -5.813 0.038 -0.08 0.37
O -7.286 -7.615 0.303 -0.079 -0.23 -0.578
O 3.27 -6.574 24.88 0.042 0.169 0.59
O -4.558 2.825 -3.795 -0.087 0.494 0.133
O 3.499 7.012 -2.5 -0.408 -0.025 -0.561
O -2.786 -4.863 -5.482 -0.249 -0.011 0.208
O -6.443 2.382 -1.994 0.164 0.27 0.345
O -4.668 4.194 -5.942 -0.046 0.026 -0.271
O -1.944 -2.462 24.901 -0.317 -0.135 0.471
O 2.165 0.352 -0.663 -0.115 -0.093 -0.064
O 4.014 -2.877 26.811 0.047 -0.021 0.082
O -4.917 3.924 24.069 -0.023 -0.026 0.499
O -10.453 -3.42 25.001 0.449 0.407 0.422
O 3.371 -3.065 24.114 -0.197 -0.598 0.019
O -6.563 6.024 24.026 -0.288 -0.194 0.325
O -4.911 -3.47 -6.457 0.01 -0.269 -0.125
O -7.868 -0.615 -4.047 -0.05 -0.247 -0.203
O -8.281 2.576 22.376 -0.149 0.168 0.463
O 0.269 -0.794 -6.539 -0.329 0.146 -0.433
O -5.197 -0.607 25.118 0.639 0.046 -0.434
O -6.97 -6.69 -2.958 -0.104 0.19 0.059
O -7.17 -1.961 -6.725 0.147 0.342 -0.448
O 3.54 4.167 -7.908 0.097 -0.264 0.608
O -3.129 -4.162 23.226 0.053 0.085 0.539
O 0.807 -5.56 25.659 -0.116 -0.223 0.095
O 1.641 5.82 -6.932 -0.046 -0.104 0.365
O -4.779 -8.037 -2.977 -0.195 -0.114 -0.526
O 0.495 3.719 -4.341 -0.098 0.214 0.302
O 0.404 -2.85 26.063 0.381 0.017 -0.405
O 2.929 2.414 -4.206 0.496 0.494 -0.218
O 1.312 4.701 26.776 0.462 0.194 -0.149
O -10.405 -5.722 -5.812 -0.335 0.103 -0.397
O -1.875 -5.505 -3.151 0.183 -0.049 -0.009
O -2.226 5.51 0.224 -0.158 -0.288 -0.008
O 2.085 -4.821 -3.752 -0.315 -0.484 -0.071
O 4.047 0.495 1.098 0.284 -0.434 0.187
O 2.642 4.68 -3.066 -0.17 0.054 -0.009
O -8.673 3.813 -2.211 0.222 0.037 -0.361
O -5.821 1.273 -7.794 -0.215 0.213 0.407
O -8.202 -4.715 24.546 0.176 -0.543 -0.253
O -10.033 3.21 24.721 0.721 -0.06 -0.235
O -7.319 -3.887 26.882 -0.647 -0.185 0.015
O -1.378 -0.951 26.936 0.306 0.382 0.195
O -9.728 -0.916 -6.349 -0.135 -0.268 -0.161
O -0.886 7.834 23.615 -0.072 -0.147 -0.458
O -3.791 -5.514 -7.779 0.64 -0.144 0.01

Results
total energy: -108222.551 eV
total energy less fixed offsets of O -438.25, Si -107.07 eV per atom: 4.399 eV
